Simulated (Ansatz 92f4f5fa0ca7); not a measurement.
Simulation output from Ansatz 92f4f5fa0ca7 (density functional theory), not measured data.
Periodic cell of 223 atoms, Si132O90P1, from a study of silicon, its oxide and their interface. The atomic structure is a simulated model.
Doubt: the cutoff is far below the 930 eV that the study's wrapper takes by default for these files, so forces and energies are approximate.
This geometry differs little from another in the collection (a relaxation step or a small displacement).

Settings
functional: PBE
potential files: Ansatz PAW
basis: plane waves
wave-function cutoff: 580 eV
density cutoff ratio: 5
exchange-correlation grid ratio: 1
k mesh: 1 x 1 x 1, Gamma-centred
self-consistency stop: 5e-08 eV per atom in the density residual
occupations: fixed
spin: none
net charge: +1 e, with a uniform compensating background and no finite-size correction

Cell vectors (angstrom)
a, 10.938, 0, 0
b, 0, 10.938, 0
c, 0, 0, 32.1988

Atoms and the computed forces on them: element, x, y, z (angstrom), force x, y, z (eV/angstrom)
Si, 10.5829, 0.2236, 24.8626, -0.0184, 0.0239, 0.0243
Si, 5.7337, 10.6806, 24.7359, 0.0055, -0.0182, 0.0461
Si, 2.477, 2.917, 24.632, -0.0238, 0.015, 0.0396
Si, 8.421, 2.4671, 24.8227, 0.028, -0.013, 0.0471
Si, 0.2729, 5.1685, 24.751, 0.0066, -0.0162, 0.0452
Si, 5.1496, 5.7499, 24.6841, -0.0057, 0.0195, 0.037
Si, 2.93, 8.0082, 24.5942, 0.0154, -0.0009, 0.0325
Si, 7.9372, 8.4375, 24.7252, -0.021, 0.0124, 0.0311
Si, 1.3288, 1.383, 26.0317, -0.0117, -0.0005, -0.0124
Si, 6.8431, 1.3081, 26.1211, 0.0102, -0.0052, -0.0287
Si, 4.0404, 4.1058, 25.9868, 0.0026, 0.0039, -0.0262
Si, 9.6067, 4.0608, 26.0864, 0.0092, -0.014, -0.0242
Si, 1.3973, 6.8259, 26.003, 0.0019, -0.0073, -0.0306
Si, 6.766, 6.8535, 26.0224, -0.0099, 0, -0.0171
Si, 4.1009, 9.5339, 25.9985, 0.0103, -0.0074, -0.0225
Si, 9.4596, 9.5683, 26.1489, 0.0089, 0.0122, -0.0218
Si, 2.726, -0.007, 27.3404, 0.0019, 0.0041, 0.0322
Si, 8.1576, -0.0212, 27.5617, 0.0098, 0.007, -0.0656
Si, 0.0107, 2.7152, 27.4887, -0.0081, -0.0066, -0.0682
Si, 5.438, 2.7441, 27.3606, -0.004, 0.0052, 0.0347
Si, 2.728, 5.4654, 27.4308, -0.0029, -0.0103, -0.0231
Si, 8.1836, 5.4726, 27.3508, 0.0025, 0.0111, 0.0317
Si, -0.0091, 8.1808, 27.3705, -0.01, 0.0029, 0.0338
Si, 5.4393, 8.1981, 27.4499, 0.0146, 0.0135, -0.0435
Si, 4.0797, 1.3648, 28.7437, -0.0097, -0.0009, -0.0274
Si, 9.5784, 1.3521, 28.8417, 0.011, -0.001, 0.0584
Si, 1.3681, 4.103, 28.8107, 0.0049, 0.0257, 0.0481
Si, 6.8282, 4.1017, 28.7399, -0.0031, 0.004, -0.0331
Si, 4.0986, 6.816, 28.8036, 0.0024, -0.0052, 0.0351
Si, 9.5536, 6.824, 28.7538, 0.0006, -0.0132, -0.0232
Si, 1.3639, 9.5654, 28.7347, 0.0131, -0.0023, -0.0334
Si, 6.7876, 9.5439, 28.8581, -0.0439, -0.0201, 0.0686
Si, 0.0224, -0.0258, 30.1635, -0.0099, 0.004, -0.0017
Si, 5.4264, 0.0113, 30.1632, 0.012, -0.0155, -0.008
Si, 2.7382, 2.7252, 30.1556, 0.0112, -0.0095, -0.0055
Si, 8.1922, 2.7462, 30.1396, 0.0009, 0.0046, 0.0049
Si, -0.0186, 5.4642, 30.1441, -0.0148, 0.0039, -0.0084
Si, 5.4836, 5.4544, 30.1536, -0.0026, -0.003, -0.0019
Si, 2.7225, 8.2086, 30.1267, -0.0074, -0.0005, 0.0046
Si, 8.2028, 8.1782, 30.1699, 0.0127, 0.0043, -0.0089
Si, 1.381, 1.3507, 31.5338, -0.0047, 0.0109, 0.0053
Si, 6.8265, 1.3781, 31.4983, 0.0034, -0.0123, -0.0018
Si, 4.1181, 4.0864, 31.5207, -0.0058, 0.0116, -0.0026
Si, 9.5646, 4.094, 31.5205, 0.0309, -0.0022, -0.0049
Si, 1.3574, 6.8429, 31.486, 0.0115, -0.0188, -0.0009
Si, 6.8454, 6.8116, 31.5453, -0.0029, 0.016, 0.0016
Si, 4.0759, 9.5662, 31.5236, 0.0071, 0.0055, -0.0053
Si, 9.582, 9.5542, 31.5264, -0.0247, -0.0046, -0.0004
Si, 2.7435, -0.0078, 0.7203, 0.0039, -0.0159, -0.0046
Si, 8.1981, 0.0116, 0.6619, 0.0172, -0.0045, 0.0079
Si, 0.0014, 2.7249, 0.6929, -0.0381, 0.001, 0.0063
Si, 5.4861, 2.7251, 0.6988, -0.0011, 0.0066, -0.0057
Si, 2.7403, 5.4889, 0.6516, 0.0007, 0.02, 0.011
Si, 8.2205, 5.4455, 0.7153, -0.0009, -0.0078, -0.0016
Si, 0.0154, 8.1828, 0.6894, 0.0069, 0.0052, -0.0071
Si, 5.4641, 8.2076, 0.6901, 0.0008, -0.0152, 0.0135
Si, 4.1364, 1.3583, 2.0721, -0.01, 0.0001, 0.0075
Si, 9.5606, 1.35, 2.0624, 0.0299, 0.0015, -0.0058
Si, 1.3855, 4.1266, 2.0178, 0.009, 0.0074, 0.0208
Si, 6.8593, 4.0722, 2.0781, 0.0008, 0.0236, 0.0029
Si, 4.1043, 6.8288, 2.0631, -0.007, -0.0048, -0.0027
Si, 9.5934, 6.8255, 2.0626, -0.0266, 0.0148, 0.0084
Si, 1.3847, 9.5328, 2.0631, -0.0134, 0.0045, 0.0075
Si, 6.8281, 9.604, 2.0404, 0.0286, -0.0323, 0.0113
Si, 0.0064, -0.0421, 3.3916, -0.1305, -0.0614, -0.058
Si, 5.5002, 0.0098, 3.4824, -0.0051, 0.0102, 0.0516
Si, 2.7768, 2.7823, 3.3652, 0.0475, 0.0642, -0.0724
Si, 8.1941, 2.6938, 3.475, 0.0374, -0.0354, 0.0423
Si, 0.035, 5.471, 3.4331, 0.0536, -0.0317, -0.0054
Si, 5.4907, 5.454, 3.4121, -0.0088, 0.0422, -0.0187
Si, 2.7671, 8.2069, 3.4688, 0.012, -0.0358, 0.0561
Si, 8.206, 8.2237, 3.3679, -0.0262, 0.0106, -0.0379
Si, 1.3957, 1.3846, 4.6158, -0.0091, 0.0118, 0.079
Si, 6.8508, 1.3423, 4.9357, 0.0014, 0.0174, -0.0346
Si, 4.1729, 4.0742, 4.7997, -0.0346, 0.0123, 0.0671
Si, 9.6211, 4.0699, 4.7743, -0.0398, -0.025, -0.0242
Si, 1.4233, 6.7972, 4.8409, 0.0154, 0.0616, -0.014
Si, 6.8231, 6.9046, 4.7317, -0.0235, -0.0093, 0.0087
Si, 4.136, 9.5865, 4.8637, -0.0179, -0.0245, -0.0726
Si, 9.5352, 9.5489, 4.7838, 0.1164, 0.0391, 0.0525
Si, 2.7456, 0.131, 6.0581, 0.0089, -0.0031, 0.0738
Si, 8.2252, -0.0623, 6.2889, 0.0417, -0.0016, 0.0196
Si, 0.045, 2.6362, 6.0561, -0.0009, -0.0018, -0.0026
Si, 5.4844, 2.7317, 6.3093, -0.0123, -0.0048, 0.0611
Si, 2.844, 5.4567, 6.1911, 0.0401, -0.0051, 0.0164
Si, 8.1687, 5.456, 6.0217, 0.0399, 0.1517, 0.0871
Si, 0.0337, 8.2147, 6.1482, -0.2064, -0.1341, 0.0244
Si, 5.5124, 8.2227, 6.2515, 0.0003, -0.0602, 0.0335
Si, 3.8369, 1.5794, 7.6341, 0.0244, 0.0169, -0.1845
Si, 9.8558, 1.1293, 7.4991, -0.0295, -0.0457, -0.0825
Si, 1.6501, 3.7747, 7.295, -0.027, 0.1046, 0.032
Si, 6.6701, 4.4121, 7.5263, -0.0249, 0.0418, -0.0866
Si, 4.4134, 6.6235, 7.5841, 0.0512, -0.0777, -0.1549
P, 9.3484, 6.9495, 7.3291, 0.282, 0.1083, -0.344
Si, 1.1641, 9.9454, 7.3351, -0.0206, -0.091, -0.0668
Si, 7.1483, 9.2353, 7.6616, 0.1815, -0.2043, -0.0211
O, 8.3156, 8.0027, 7.8663, -0.1341, 0.1819, 0.0596
O, 2.7223, 2.7424, 8.0072, -0.0369, 0.0112, -0.0116
O, 9.5187, 1.3528, 24.2728, 0.001, -0.0076, 0.0112
O, 4.0467, 6.8664, 24.1232, 0.0008, -0.0091, 0.0235
O, 0.0312, 0.0031, 8.0214, -0.0028, 0.0678, 0.0013
O, 5.5817, 5.5428, 8.0577, -0.0998, -0.0151, 0.0278
O, 6.8453, 9.5708, 24.197, 0.0045, 0.0015, 0.0117
O, 1.3639, 4.0591, 24.1653, 0.0092, 0.0047, 0.0155
O, 3.8426, 7.3352, 8.9757, -0.0268, 0.0482, 0.0492
O, 0.7703, 4.4047, 8.5261, 0.0309, -0.0176, -0.0116
O, 9.8057, 6.2116, 8.6645, 0.0708, -0.1731, 0.2964
O, 2.1842, 9.3887, 8.4854, 0.0212, 0.0085, 0.0303
O, 7.556, 3.9426, 8.828, 0.0267, -0.0794, 0.0548
O, 4.2789, 0.9064, 9.0747, 0.0362, -0.0227, 0.0937
O, 6.8157, 9.5007, 9.2372, -0.0278, 0.0143, 0.0036
O, 9.2199, 1.8556, 8.8267, -0.0284, 0.0195, 0.0352
O, 7.7069, 3.153, 23.5203, -0.0331, 0.0268, -0.0203
O, 10.4939, 5.8493, 23.4505, -0.0253, 0.031, -0.0234
O, 5.0834, 0.4366, 23.4043, -0.0244, 0.0338, -0.0268
O, 5.8584, 5.0918, 23.3589, 0.0263, -0.0351, -0.0199
O, 3.1004, 2.2101, 23.272, 0.0364, -0.0273, -0.0216
O, 2.291, 8.7238, 23.2346, -0.0351, 0.0239, -0.0217
O, 8.6175, 7.7592, 23.3901, 0.0356, -0.0287, -0.017
O, 0.221, 10.3344, 23.5892, 0.026, -0.0392, -0.0185
Si, 4.3871, 1.572, 22.465, 0.002, 0.0029, 0.0092
Si, 3.4768, 7.9289, 14.0397, -0.0011, 0.0024, 0.0329
Si, 7.1034, 0.961, 14.6681, -0.0003, 0.0075, 0.0314
Si, 0.9401, 9.3574, 22.5211, 0.0059, -0.0096, 0.0107
Si, 1.1453, 4.314, 11.8414, -0.0137, 0.0244, 0.0456
Si, 6.2515, 8.9651, 15.3264, -0.0067, -0.0044, 0.0372
Si, 0.6804, 1.3743, 12.28, -0.0006, -0.0013, 0.058
Si, 8.6264, 4.9512, 20.5104, -0.0103, 0.0121, 0.0004
Si, 0.3398, 5.7352, 9.3081, -0.1892, 0.0548, -0.159
Si, 5.0956, 3.1271, 17.9414, 0.0001, -0.0068, 0.0042
Si, 0.8886, 3.7573, 16.7454, -0.0112, 0.0005, 0.0186
Si, 10.3989, 2.845, 19.2259, 0.0017, 0.0027, 0.0034
Si, 5.2826, 1.1861, 10.3614, -0.0062, -0.0228, 0.0034
Si, 0.8864, 0.1789, 19.8501, 0.0177, -0.0168, 0.002
Si, 6.6585, 9.4435, 10.8842, -0.0156, 0.0093, -0.0152
Si, 9.337, 9.6798, 18.3355, 0.0009, 0.0107, 0.003
Si, 9.3838, 9.2374, 12.5942, 0.0056, -0.0073, 0.0468
Si, 6.5697, 3.8461, 22.5836, -0.0047, 0.0012, 0.0009
Si, 2.4423, 8.0728, 9.3898, -0.0785, -0.0603, -0.0159
Si, 10.5892, 7.3713, 17.0832, 0.0022, -0.0052, 0.0073
Si, 2.5122, 6.2956, 16.5875, 0.0014, 0.0011, 0.0111
Si, 10.1636, 4.5, 14.1848, 0.0104, -0.0114, 0.026
Si, 6.1368, 9.1851, 18.522, -0.0102, 0.0093, -0.01
Si, 7.9812, 2.572, 9.6135, -0.005, 0.0678, -0.04
Si, 8.8849, 2.1314, 12.4787, -0.0108, 0.0059, 0.0304
Si, 5.3395, 6.2476, 18.0666, 0.0009, 0.0006, -0.0094
Si, 3.9208, 0.5581, 19.4648, -0.0102, 0.0002, 0.0158
Si, 4.2429, 3.8417, 12.0474, -0.0011, 0.0046, 0.0529
Si, 5.5211, 6.5973, 12.1439, 0.0117, 0.0099, 0.0572
Si, 8.0109, 2.5051, 17.2231, 0.0028, 0.0012, 0.0117
Si, 4.347, 2.4891, 14.9636, 0.0095, -0.003, 0.0298
Si, 1.5395, 1.2236, 15.2453, -0.0046, 0.0025, 0.023
Si, 1.5574, 9.4171, 12.0571, 0.0037, -0.0093, 0.0393
Si, 8.0304, 6.8481, 13.8705, -0.0062, 0.0055, 0.0356
Si, 10.3744, 9.8418, 15.4981, 0.0006, 0.006, 0.0212
Si, 9.807, 7.0158, 22.5492, -0.0001, 0.004, -0.0013
Si, 8.1122, 5.4845, 17.4089, 0.0021, -0.0049, 0.0238
O, 6.0355, 7.9539, 11.2898, -0.0041, -0.0196, -0.0186
O, 6.0123, 9.2025, 16.903, 0.0009, 0.002, -0.0098
O, 7.6819, 1.341, 13.1939, -0.0104, -0.0081, -0.0075
O, 0.9343, 1.7736, 13.8363, 0.0064, -0.0072, -0.0097
O, 9.4234, 6.2654, 16.8745, 0.0036, 0.0064, -0.0069
O, 6.7388, 6.2005, 13.1378, 0.0068, -0.0029, -0.0255
O, 5.1206, 4.6642, 18.6061, 0, 0.005, 0.0091
O, 9.2267, 2.149, 18.2745, -0.0142, -0.0005, -0.0039
O, 2.3654, 0.0954, 19.0796, 0.0001, 0.0009, 0.0013
O, 9.4108, 10.2403, 16.7755, 0.001, -0.0019, -0.0117
O, 2.7553, 4.4371, 11.6728, 0.0139, -0.0087, -0.0373
O, 5.064, 10.3242, 19.1069, 0.0096, -0.0111, 0.0046
O, 9.4269, 3.219, 13.5284, 0.0138, 0.0122, -0.0099
O, 0.4613, 1.7687, 19.9519, -0.0068, 0.005, 0.0135
O, 3.1573, 1.3551, 15.0756, 0.0003, 0.0022, -0.0181
O, 8.1684, 5.3786, 19.0225, -0.0068, 0.0058, -0.0233
O, 3.8994, 6.614, 17.3826, -0.0024, -0.0015, -0.0007
O, 4.5778, 3.2851, 16.3804, -0.0024, 0.0008, -0.0182
O, 9.0316, 5.6551, 14.3103, 0.0009, -0.0025, -0.0188
O, 5.4505, 2.7591, 22.1374, -0.0016, -0.0023, 0.0179
O, 10.705, 4.1922, 15.6678, 0.005, 0.002, -0.0148
O, 0.3293, 3.8695, 18.2732, 0.0086, 0.0054, -0.0093
O, 10.4246, 10.5152, 19.2281, -0.0141, -0.0065, -0.0019
O, 9.621, 10.0191, 14.0425, 0.0034, 0.007, -0.0068
O, 10.9063, 8.1227, 22.0885, 0.002, 0.0033, 0.0201
O, 1.176, 2.173, 16.5098, 0.0007, 0.0033, -0.0128
O, 9.7299, 3.748, 20.4144, 0.0105, -0.014, 0.0065
O, 8.1535, 4.0309, 16.682, -0.0002, 0.002, -0.0109
O, -0.0506, 9.0993, 11.9231, -0.008, 0.0085, -0.0276
O, 6.5822, 2.429, 18.0083, -0.0004, 0.0027, 0.0027
O, 5.594, 10.7055, 11.1711, -0.0062, 0.0031, -0.0111
O, 7.7467, 9.5947, 18.8459, 0.0047, -0.0015, 0.0112
O, 10.0316, 1.0151, 12.0729, 0.0071, 0.0026, -0.0313
O, 1.2621, 7.0172, 9.0041, 0.09, 0.0573, 0.0247
O, 0.5758, 4.7953, 13.2906, -0.0227, -0.0058, -0.0121
O, 5.7099, 7.6216, 18.9839, -0.0021, -0.0074, 0.0154
O, 5.2094, 5.0838, 11.5182, -0.0041, -0.0004, -0.0289
O, 2.697, 6.9827, 15.1166, 0.0003, -0.0015, -0.0079
O, 0.8731, 2.7506, 11.4265, -0.0025, -0.0157, -0.0265
O, 0.8471, 10.7022, 15.5216, -0.0025, -0.0035, -0.0115
O, 2.3712, 8.567, 10.9188, 0.0024, 0.0188, -0.0056
O, 4.6804, 2.427, 11.2734, -0.0097, 0.0268, -0.0136
O, 4.197, 3.5185, 13.6722, 0.0031, -0.0133, -0.0076
O, 2.2162, 4.6834, 16.5053, 0.0009, -0.0019, -0.008
O, 10.7103, 8.2582, 15.7055, -0.0006, 0.0007, -0.0136
O, 6.8981, 10.2969, 14.6745, 0, 0.002, -0.0214
O, 2.3382, 8.9632, 13.4286, 0.0086, -0.0023, -0.0164
O, 8.0149, 1.5215, 15.9109, -0.0038, -0.0002, -0.0111
O, 4.1064, 6.9992, 12.8526, -0.0098, 0.0073, -0.0235
O, 4.1728, 2.0098, 18.7168, 0.008, 0.0161, -0.0056
O, 7.2897, 4.4196, 21.2602, 0.0233, 0.0121, -0.0088
O, 8.4178, 2.9282, 11.1307, 0.0155, -0.0129, 0.0214
O, 1.1775, 6.8631, 17.3642, -0.0021, 0.0015, 0.0019
O, 5.65, 1.6092, 14.7132, 0.0019, 0.0084, -0.0223
O, 8.1292, 9.7523, 11.6058, 0.0234, -0.0013, -0.0091
O, 9.2069, 6.2855, 21.2359, -0.013, -0.022, -0.0063
O, 8.9478, 7.7033, 12.8551, -0.0052, -0.0036, -0.0244
O, 1.648, 0.1195, 11.8568, -0.0078, 0.0058, -0.0309
O, 6.6447, 6.1418, 17.0615, -0.0037, -0.0004, -0.0053
O, 7.3839, 7.8063, 15.0356, -0.0008, 0.0031, -0.0123
O, 1.2169, 10.3008, 21.2315, -0.0034, 0.0295, -0.024
O, 10.0299, 8.2019, 18.3611, 0.002, -0.0041, 0.0005
O, 3.9491, 0.8552, 21.0788, -0.0094, -0.018, -0.0283
O, 0.3042, 5.3451, 10.8615, 0.0298, -0.0295, 0.0323
O, 6.693, 1.5928, 9.6398, -0.0091, -0.0003, -0.0079
O, 4.7658, 8.6997, 14.6868, -0.0001, 0.0002, -0.0172

Results
free energy: -135859.617 eV
free energy less fixed offsets of O -568.88, P -755.39, Si -635.61 eV per atom: -4.507 eV

The program warned: the cutoff lies below the one the program advises for these potential files; the exchange-correlation potential is rough where the density is thin.
